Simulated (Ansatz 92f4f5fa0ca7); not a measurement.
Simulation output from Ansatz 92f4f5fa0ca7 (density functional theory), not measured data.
Periodic cell of 256 atoms, Si144O112, from a study of silicon, its oxide and their interface. The atomic structure is a simulated model.
Doubt: the cutoff is far below the 930 eV that the study's wrapper takes by default for these files, so forces and energies are approximate.

Settings: functional PBE; potential files Ansatz PAW; basis plane waves; wave-function cutoff 580 eV; density cutoff ratio 5; exchange-correlation grid ratio 1; k mesh 1 x 1 x 1, Gamma-centred; self-consistency stop 5e-08 eV per atom in the density residual; occupations fixed; spin none; net charge 0.

Cell vectors (angstrom)
a	10.938	0	0
b	0	10.938	0
c	5.3342	4.8172	38.4009

Atoms and the computed forces on them: element, x, y, z (angstrom), force x, y, z (eV/angstrom)
Si	6.9908	3.2171	30.9618	0.1174	-0.0447	-0.2218
Si	9.7162	5.9137	30.9276	0.0952	-0.1048	-0.2057
Si	6.4809	9.2135	30.8482	-0.1088	0.1198	-0.1258
Si	9.1609	1.0071	30.9213	-0.0918	0.0896	-0.1892
Si	0.9462	3.6934	30.9217	-0.0953	0.07	-0.2122
Si	3.6783	6.5093	30.8947	-0.0393	0.0635	-0.1765
Si	12.3644	8.6785	30.8132	0.1011	-0.1448	-0.1422
Si	4.2149	0.437	30.8556	0.0666	-0.0603	-0.1656
Si	8.1266	4.7933	32.2985	-0.0656	0.0405	-0.2343
Si	10.8392	7.5346	32.2355	-0.0356	0.0044	-0.1809
Si	8.03	-0.6022	32.2466	0.0369	-0.0035	-0.1866
Si	10.7542	2.126	32.284	0.0488	-0.055	-0.2398
Si	2.5695	4.8596	32.2117	0.0094	0.0176	-0.1653
Si	5.3131	7.6204	32.2155	0.0128	-0.0438	-0.1921
Si	13.5426	10.2486	32.1981	-0.0155	0.046	-0.2031
Si	5.3426	2.0532	32.21	-0.0002	-0.0086	-0.1665
Si	6.6942	6.1997	33.5753	-0.0308	0.0033	0.0194
Si	9.431	8.9248	33.5706	-0.0064	-0.0087	0.0355
Si	6.6827	0.7284	33.6386	-0.0088	0.0062	0.0599
Si	9.438	3.4519	33.683	-0.0016	0.0062	0.0833
Si	12.1739	6.1877	33.6359	-0.0088	-0.0045	0.0573
Si	14.8943	8.9317	33.6325	-0.0021	0.0105	-0.0075
Si	12.1699	11.6511	33.5712	0.0255	-0.0104	0.036
Si	3.9612	3.4567	33.5591	-0.0038	0.0073	0.0547
Si	5.3342	4.8172	34.9826	-0.037	0.019	-0.3705
Si	8.0687	7.5517	34.9826	-0.0189	0.0662	-0.3054
Si	5.3342	10.2862	34.9826	-0.0866	0.0635	0.206
Si	8.0687	2.0827	34.9826	-0.1464	-0.0577	0.3424
Si	10.8032	4.8172	34.9826	0.1347	0.1122	0.3635
Si	13.5377	7.5517	34.9826	0.0586	-0.0218	0.1823
Si	10.8032	10.2862	34.9826	-0.0048	-0.0152	-0.3251
Si	13.5377	2.0827	34.9826	0.0167	0.0212	-0.3753
Si	1.3673	-1.3673	3.418	-0.1924	-0.3137	-0.2962
Si	4.1018	1.3673	3.418	0.16	-0.2807	-0.4281
Si	1.3673	4.1018	3.418	-0.1856	-0.1398	0.2706
Si	4.1018	-4.1018	3.418	0.1935	0.1115	0.2203
Si	6.8362	-1.3673	3.418	0.1913	0.0847	0.707
Si	-1.3673	1.3673	3.418	-0.0946	0.1698	0.0128
Si	6.8362	4.1018	3.418	0.1545	-0.0151	-0.1775
Si	-1.3673	6.8362	3.418	-0.0432	0.1312	-0.1393
Si	2.8023	-0.0945	4.7105	-0.025	-0.0402	-0.1346
Si	5.5253	2.661	4.7381	0.0908	0.0917	-0.0221
Si	2.7458	5.4601	4.7773	-0.006	0.052	0.0114
Si	5.5012	-2.7622	4.8662	0.0404	0.0074	-0.1009
Si	-2.7109	0.0627	4.8573	-0.112	-0.0002	-0.14
Si	-0.0302	2.7177	4.8207	0.0738	0.011	-0.0195
Si	8.1916	5.5023	4.7704	-0.0528	0.0017	-0.0733
Si	-0.0309	-2.7266	4.8042	0.0204	-0.0364	-0.0357
Si	1.4298	1.2301	5.9992	-0.047	0.1091	0.0294
Si	4.1873	4.0629	6.0169	-0.0372	-0.0448	0.1482
Si	1.3565	-4.1161	6.128	-0.035	-0.1215	0.0475
Si	4.095	-1.4154	6.1934	-0.0124	-0.0057	0.1583
Si	-4.1259	1.396	6.303	-0.1004	-0.0685	0.2315
Si	-1.4869	4.1021	6.1591	0.0071	-0.0193	-0.0019
Si	6.8054	-4.1943	6.2737	0.0354	-0.1863	-0.0407
Si	-1.2946	-1.2489	6.219	0.0364	0.2236	0.0221
Si	0.4596	-0.3082	7.4952	0.2017	0.1373	0.2991
Si	3.0157	2.4229	7.1812	-0.1749	0.01	0.3893
Si	-0.2748	-5.2489	7.4079	0.0774	0.1342	0.2063
Si	2.5679	-2.6553	7.5448	-0.1141	0.047	0.2769
Si	5.114	0.2051	7.5845	-0.0939	0.0968	0.3524
Si	-3.3462	3.3555	7.4678	0.577	-0.3627	-0.0132
Si	5.8023	4.9764	7.4457	-0.548	0.508	0.0599
Si	-2.7017	-3.2469	7.9243	0.0924	0.09	0.4588
Si	6.7014	3.45	36.3499	0.0402	-0.0453	-0.0111
Si	9.4359	6.1845	36.3499	0.0336	-0.0235	-0.023
Si	6.7014	8.919	36.3499	-0.0036	-0.0026	-0.031
Si	9.4359	11.6535	36.3499	-0.0344	0.006	-0.0147
Si	12.1704	3.45	36.3499	-0.0074	0.055	-0.0077
Si	3.9669	6.1845	36.3499	-0.0243	0.0173	-0.0167
Si	12.1704	8.919	36.3499	0.0214	-0.0168	-0.0163
Si	14.9049	11.6535	36.3499	0.0456	-0.0258	-0.0183
Si	8.0687	4.8172	37.7171	-0.0264	0.0292	-0.0104
Si	10.8032	7.5517	37.7171	-0.0445	-0.0068	-0.0044
Si	8.0687	10.2862	37.7171	-0.0226	-0.0349	-0.033
Si	10.8032	2.0827	37.7171	-0.0075	-0.0231	-0.0214
Si	2.5997	4.8172	37.7171	0.0435	-0.0093	-0.0222
Si	5.3342	7.5517	37.7171	0.0304	0.0038	-0.0281
Si	13.5377	10.2862	37.7171	0.0102	0.04	-0.0054
Si	5.3342	2.0827	37.7171	-0.036	0.04	-0.0052
Si	1.3673	1.3673	0.6835	-0.0093	-0.0014	0.0193
Si	4.1018	4.1018	0.6835	-0.0064	0.0511	0.0224
Si	1.3673	6.8362	0.6835	0.0793	-0.047	-0.0056
Si	4.1018	-1.3673	0.6835	0.0119	-0.0072	0.0162
Si	6.8362	1.3673	0.6835	0.0454	-0.04	0.0052
Si	-1.3673	4.1018	0.6835	0.0055	-0.0574	0.0016
Si	6.8362	-4.1018	0.6835	-0.0227	-0.0027	0.0351
Si	-1.3673	-1.3673	0.6835	-0.0166	0.0169	0.0177
Si	0	0	2.0507	0.0321	-0.0257	0.0401
Si	2.7345	2.7345	2.0507	-0.0486	-0.0689	0.0352
Si	0	5.469	2.0507	-0.0308	0.0284	-0.0007
Si	2.7345	-2.7345	2.0507	-0.1204	-0.0271	-0.0212
Si	5.469	0	2.0507	-0.0789	0.0504	-0.0219
Si	8.2035	2.7345	2.0507	0.0668	0.1062	-0.0357
Si	5.469	5.469	2.0507	-0.0329	-0.0441	0.0327
Si	8.2035	-2.7345	2.0507	0.107	0.0334	0.0124
Si	8.0172	3.7274	24.571	-0.0472	0.0608	0.1839
Si	2.5836	9.7513	20.0528	-0.0102	-0.0124	0.1261
Si	11.4509	3.4381	21.5519	-0.019	-0.0222	0.238
Si	4.7646	-2.1769	14.9081	-0.0447	0.0904	-0.3889
Si	11.1456	4.2937	24.6387	0.0844	-0.0016	0.2228
Si	-1.3411	-1.9772	17.1704	-0.017	0.0305	-0.1759
Si	6.9944	5.3042	22.1307	-0.0317	0.0302	0.2831
Si	1.2541	-4.7678	13.1916	-0.2131	0.1201	-0.2382
Si	-2.5059	4.0203	12.6957	0.1441	0.0706	-0.2745
Si	-2.3028	2.9939	15.4388	0.0209	0.0011	-0.3897
Si	3.8635	-4.753	9.6814	-0.0124	0.0729	-0.0134
Si	4.0131	-0.4546	12.6264	-0.1889	0.0857	-0.2176
Si	-1.789	-3.9862	13.1356	0.122	-0.1162	-0.1935
Si	1.0741	0.7277	12.8584	0.1808	0.0761	-0.132
Si	-0.6806	0.2671	10.2776	-0.0333	-0.0958	0.279
Si	3.1159	1.7403	21.0562	-0.0483	-0.0525	0.2778
Si	5.984	-0.0101	10.4597	0.0823	0.0968	0.276
Si	3.672	-2.83	17.7963	-0.0046	0.0384	-0.297
Si	0.8287	-4.049	17.5438	0.0067	-0.0715	-0.2004
Si	7.928	7.3742	28.6975	0.041	-0.0277	0.1422
Si	13.2433	0.5376	23.7116	-0.0382	0.0491	0.2118
Si	8.8756	7.5594	22.0291	-0.0096	0.0563	0.2749
Si	10.313	4.651	19.0024	0.0272	-0.0688	-0.0882
Si	7.9211	2.3445	10.3264	-0.018	-0.1426	0.2526
Si	3.714	-3.3357	12.326	-0.1299	0.2188	-0.0926
Si	2.4096	4.9444	15.781	-0.0411	0.0607	-0.3022
Si	13.2004	1.7625	28.699	0.0647	0.0791	0.2263
Si	2.7179	2.76	25.8191	0.1407	0.0721	0.0051
Si	6.1385	2.6719	20.7319	0.0836	0.0079	0.1436
Si	-2.6554	-2.0793	10.7257	0.1886	0.1955	0.0604
Si	10.989	7.2628	24.2307	-0.0367	0.0351	0.2863
Si	10.4553	9.3815	20.0438	0.0008	0.0052	0.0702
Si	1.489	4.1421	9.3924	-0.1248	-0.2152	-0.0876
Si	7.4798	1.0859	23.2156	-0.0551	0.0232	0.202
Si	5.1639	7.0138	24.1005	0.0486	-0.0562	0.225
Si	5.2974	-5.2216	17.1148	0.0068	0.0693	-0.2247
Si	5.6674	5.188	28.7898	-0.0961	-0.1103	0.2261
Si	2.6518	8.6108	23.0428	-0.0354	-0.006	0.2605
Si	-0.7217	0.5397	15.4022	0.0996	0.0535	-0.4204
Si	7.3631	3.6781	18.2325	0.0825	-0.0874	-0.1407
Si	0.3921	3.0145	16.5953	-0.1022	0.0225	-0.2763
Si	10.3813	0.7484	22.2282	0.0743	0.0033	0.2484
Si	9.4184	8.9245	26.3609	0.0297	0	0.0102
Si	5.2312	4.5666	25.8751	-0.1404	-0.0626	0.0549
Si	0.4796	3.4512	12.0406	-0.0519	-0.0784	0.1515
Si	7.2724	9.2951	24.0841	0.0436	-0.0644	0.2412
Si	10.931	-0.4169	28.6391	-0.0357	0.0476	0.132
Si	7.3536	-3.428	15.7395	-0.0068	0.1022	-0.3891
O	7.838	-3.105	9.5298	-0.1755	-0.1728	-0.2762
O	3.8569	-1.8221	11.7559	0.0347	-0.109	0.02
O	9.5936	3.8646	25.0582	-0.0332	0.0015	-0.1107
O	3.7751	7.5563	23.4968	-0.066	0.0055	-0.1123
O	6.7453	6.3186	28.3512	0.0488	0.0311	-0.1032
O	2.0079	-7.7791	8.2314	0.0317	0.0821	0.0542
O	13.4967	7.5791	30.2433	0.0217	0.0078	0.5731
O	11.2624	5.1245	8.8332	0.0062	-0.0198	-0.1263
O	3.2179	-3.4825	8.8428	0.0523	0.0549	-0.153
O	10.368	-0.2679	20.9927	-0.0012	-0.0393	-0.1476
O	5.0661	4.4738	27.4768	0.0326	0.0336	0.0386
O	4.6098	-0.7581	14.1148	0.1112	-0.0778	0.2242
O	12.9196	2.9292	21.0187	0.0465	0.0082	-0.1051
O	19.2012	14.1274	8.9904	-0.1831	0.2441	-0.2928
O	12.5031	2.9137	29.6167	0.0524	-0.0152	0.0572
O	-1.7511	1.406	10.7058	-0.0463	0.1192	-0.0047
O	9.8323	0.3082	29.5962	0.0147	-0.0243	0.0462
O	8.6956	4.4719	18.7855	0.0013	0.0413	0.059
O	5.3487	10.297	30.2477	0.0117	-0.0364	0.5408
O	5.1438	-5.3763	8.8828	0.2767	-0.213	-0.1653
O	4.4128	5.8545	29.58	0.0334	-0.0396	0.0611
O	1.8851	3.4045	16.0197	0.008	-0.0175	0.103
O	9.0552	6.6347	29.608	-0.0424	0.0538	0.0444
O	8.3135	9.5365	25.3266	-0.0383	-0.0054	-0.1221
O	1.509	-1.4776	8.1055	-0.0874	0.009	-0.3442
O	7.4928	3.3293	11.5618	0.0158	-0.0338	-0.0419
O	-0.0743	0.5645	8.7994	0.1517	-0.1183	-0.1891
O	11.5304	4.015	23.0738	0.0239	-0.0291	-0.2123
O	11.6728	0.5634	23.2179	-0.084	-0.0136	-0.1061
O	7.8805	3.7624	14.2085	-0.0446	-0.0907	0.2654
O	9.8736	8.1121	20.8805	0.0292	0.0123	-0.1188
O	6.932	2.5138	19.3048	-0.0143	-0.0114	-0.0018
O	7.2709	8.6328	29.5123	-0.0106	-0.0068	0.0969
O	-6.908	1.4083	8.0395	0.0671	-0.0559	-0.6011
O	12.244	3.5445	25.578	-0.0384	-0.0093	-0.0521
O	2.6452	0.4471	20.1649	-0.0115	-0.0135	-0.0924
O	0.171	0.15	14.0862	-0.1519	-0.005	0.2301
O	-1.3368	-0.7907	16.0676	-0.0659	-0.132	0.1537
O	-1.2608	-4.0248	7.9179	-0.0949	-0.2406	-0.2529
O	-1.4109	-1.1792	10.1913	0.0012	-0.0718	-0.0412
O	4.3587	-4.3127	11.1926	0.0107	-0.0695	-0.1961
O	-2.4252	-1.7281	7.3652	0.0224	-0.0954	-0.2568
O	12.1351	7.9222	23.2874	0.0562	0.0073	-0.1521
O	12.0251	9.2491	19.6199	-0.0047	-0.0163	-0.0266
O	-0.8355	3.6955	15.7118	0.1018	0.0252	0.1517
O	6.3169	-2.2301	15.3674	0.0688	-0.0313	0.1325
O	3.4933	1.0693	29.5162	-0.0127	0.0182	0.1068
O	7.9293	6.4026	21.3652	-0.01	-0.004	-0.1062
O	13.4914	1.3159	25.0982	-0.0277	-0.0546	-0.0696
O	2.7401	5.0313	9.9166	0.0534	0.0079	0.0527
O	4.8848	-3.9098	18.0112	-0.0213	0.0004	0.1448
O	2.2843	-3.6186	18.1003	0.0194	0.009	0.0994
O	-2.0138	1.4533	14.973	0.0145	-0.016	0.1237
O	8.0683	2.1171	30.2936	0.0097	-0.0357	0.6553
O	7.016	-1.1096	11.1016	-0.0768	0.0192	-0.0097
O	2.2941	-5.4882	14.2335	0.0846	-0.0988	0.2847
O	-2.1051	-2.7961	12.0798	-0.0494	0.0016	-0.0384
O	0.9337	4.9892	12.1445	0.0694	0.0245	-0.0146
O	3.9293	5.1532	16.3621	0.1238	-0.0097	0.1175
O	7.9704	4.4741	23.1319	0.0261	0.0283	-0.1402
O	4.0878	3.5237	25.2839	-0.0013	0.006	-0.021
O	6.6712	1.3847	9.9902	-0.0711	0.0047	-0.0452
O	9.008	0.5464	23.0464	0.0152	-0.0138	-0.0583
O	7.7197	3.0197	16.7787	-0.1241	0.0112	0.2327
O	0.0407	-2.7955	16.8959	0.024	0.0127	0.0598
O	9.725	6.9211	23.2674	-0.0931	-0.0171	-0.1902
O	0.4578	0.2453	11.4364	-0.0857	-0.0289	-0.0821
O	2.1066	-3.5904	12.4741	0.0536	-0.0619	0.0706
O	-2.6046	-3.7349	14.4967	-0.115	0.0304	0.2626
O	3.7896	-2.2803	16.2336	-0.0838	-0.0552	0.2799
O	-1.0517	3.3238	12.5377	0.0146	-0.0079	0.0233
O	6.3636	4.0234	29.6805	-0.0622	0.0309	0.0302
O	6.8279	4.3247	25.5345	0.0546	0.0147	-0.075
O	10.7604	6.1687	18.5948	-0.0261	-0.0128	0.0692
O	5.4016	-0.5831	9.0409	-0.1209	0.026	-0.3883
O	2.7438	9.9385	23.9804	0.0245	-0.0251	-0.0782
O	12.1023	0.6453	28.2516	-0.0237	-0.0128	-0.0819
O	2.8959	2.4872	27.4031	-0.0399	-0.0351	0.0205
O	8.5799	-5.3306	12.4092	-0.0322	-0.0017	0.0623
O	5.8495	6.0894	22.9623	0.0506	-0.0343	-0.1928
O	1.1882	-5.1314	16.4102	-0.028	0.0065	0.1372
O	10.5967	8.2504	25.4631	-0.0057	-0.0126	-0.1122
O	0.209	1.3874	16.465	0.0605	0.0768	0.1585
O	9.5775	9.5628	18.685	-0.007	0.0108	0.0532
O	6.6002	-0.1974	23.7178	0.0347	0.0616	-0.1148
O	6.4564	-4.7577	16.0491	-0.0628	-0.1017	0.1097
O	6.2582	4.2541	21.1423	-0.0341	-0.039	-0.1108
O	0.802	3.1321	10.4828	0.0687	0.085	-0.1741
O	-0.2051	-4.1168	13.5765	0.0361	-0.0131	0.0873
O	6.1205	8.2486	24.564	-0.0045	-0.0052	-0.0591
O	3.6814	9.3077	18.9092	0.0025	0.0121	0.0367
O	8.6417	7.8618	27.3215	-0.0833	-0.1024	0.1338
O	10.7988	4.8023	30.2836	-0.026	0.0377	0.6551
O	7.9635	8.7354	22.7073	0.0366	-0.017	-0.1514
O	4.43	-3.3799	13.8102	0.0568	0.0007	0.1664
O	11.4194	5.8683	24.9336	-0.0067	0.0166	-0.0786
O	3.2667	1.2393	22.6016	0.0677	0.0479	-0.183
O	0.191	3.5118	18.1383	0.025	0.0012	0.1504
O	4.9536	0.455	11.657	0.0807	-0.0562	-0.1084
O	10.3796	2.2219	21.5704	-0.0428	0.044	-0.117
O	2.9019	9.0391	21.491	0.0238	0.0276	-0.2151
O	4.8412	6.0747	25.3884	0.0453	0.0623	-0.0969
O	1.2466	2.3553	12.9629	-0.0384	0.0334	0.0199
O	7.5549	2.1787	24.4153	0.0233	-0.1138	-0.1249
O	11.6107	9.2663	29.4526	0.0255	-0.0024	0.1282
O	6.8384	1.7108	21.8541	-0.064	0.0266	-0.1422
O	6.0236	4.6103	18.0557	-0.011	-0.0182	0.0843
O	4.5598	2.295	20.5579	0.0138	0.0244	-0.093
O	-2.6565	-2.929	16.9799	0.0802	0.0406	0.2094
O	10.1564	10.0476	27.2831	0.0773	0.0637	0.1375
O	2.5813	0.1915	12.9255	0.0061	0.0088	0.115
O	10.8009	4.5367	20.5531	-0.0224	0.0362	-0.0454

Results
free energy: -155247.784 eV
free energy less fixed offsets of O -568.88, Si -635.61 eV per atom: -5.384 eV

The program warned: the cutoff lies below the one the program advises for these potential files; the forces do not sum to zero within the program's tolerance; the exchange-correlation potential is rough where the density is thin.
